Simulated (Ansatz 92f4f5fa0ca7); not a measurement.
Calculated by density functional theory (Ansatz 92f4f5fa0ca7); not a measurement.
Periodic cell of 226 atoms, Si132O92As2, from a study of silicon, its oxide and their interface. The atomic structure is a simulated model.
Doubt: the cutoff is far below the 930 eV that the study's wrapper takes by default for these files, so forces and energies are approximate.

Settings: functional PBE; potential files Ansatz PAW; basis plane waves; wave-function cutoff 580 eV; density cutoff ratio 5; exchange-correlation grid ratio 1; k mesh 1 x 1 x 1, Gamma-centred; self-consistency stop 5e-08 eV per atom in the density residual; occupations fixed; spin none; net charge 0.

Cell vectors (angstrom)
a  10.938  0  0
b  0  10.938  0
c  0  0  31.9494

Atoms: element, x, y, z (angstrom)
Si  10.6272  0.0078  24.4248
Si  5.0807  0.1365  24.6663
Si  2.8258  2.3043  24.5401
Si  8.5695  2.4435  24.5718
Si  10.7124  5.5997  24.3399
Si  5.161  5.6198  24.459
Si  2.9901  7.9604  24.4116
Si  8.4204  7.8422  24.4252
Si  1.2956  1.1371  25.8425
Si  6.8172  1.3345  25.7521
Si  3.9909  4.0172  25.7436
Si  9.6898  4.0319  25.8539
Si  1.3428  6.7992  25.6787
Si  6.8096  6.7267  25.7552
Si  4.0058  9.477  25.9564
Si  9.4869  9.448  25.8103
Si  2.6428  -0.1248  27.2978
Si  8.1496  -0.0588  27.1541
Si  0.0856  2.6672  27.2124
Si  5.4621  2.7345  27.1218
Si  2.6751  5.4262  27.1185
Si  8.2017  5.3802  27.1428
Si  0.0223  8.1631  27.1358
Si  5.5184  8.1504  27.1827
Si  4.0978  1.3444  28.4993
Si  9.5491  1.3288  28.5032
Si  1.401  4.0749  28.5768
Si  6.8197  4.0696  28.5356
Si  4.0885  6.7819  28.4858
Si  9.5699  6.7922  28.4805
Si  1.2936  9.4789  28.6434
Si  6.833  9.5393  28.5749
Si  -0.029  -0.008  29.9173
Si  5.4621  -0.0044  29.8978
Si  2.7678  2.7186  29.9084
Si  8.2002  2.7169  29.8885
Si  -0.0054  5.4553  29.8936
Si  5.4624  5.4566  29.8909
Si  2.7511  8.1625  29.9084
Si  8.2285  8.1786  29.8928
Si  1.3673  1.3673  31.2657
Si  6.8362  1.3673  31.2657
Si  4.1018  4.1018  31.2657
Si  9.5708  4.1018  31.2657
Si  1.3673  6.8362  31.2657
Si  6.8362  6.8362  31.2657
Si  4.1018  9.5708  31.2657
Si  9.5708  9.5708  31.2657
Si  2.7345  0  0.6835
Si  8.2035  0  0.6835
Si  0  2.7345  0.6835
Si  5.469  2.7345  0.6835
Si  2.7345  5.469  0.6835
Si  8.2035  5.469  0.6835
Si  0  8.2035  0.6835
Si  5.469  8.2035  0.6835
Si  4.1035  1.3662  2.065
Si  9.5949  1.3464  2.04
Si  1.3899  4.0956  2.0277
Si  6.8377  4.1258  2.0451
Si  4.1119  6.8156  2.0313
Si  9.5659  6.8545  2.045
Si  1.3521  9.6003  2.0526
Si  6.8297  9.6157  2.0452
Si  0.0506  0.0496  3.4758
Si  5.4741  0.0243  3.4655
Si  2.7101  2.7377  3.4021
Si  8.2575  2.7709  3.3283
Si  -0.0168  5.4286  3.3719
Si  5.4832  5.5109  3.4259
Si  2.787  8.2568  3.3314
Si  8.2253  8.2769  3.3699
Si  1.3619  1.459  4.8611
Si  6.9036  1.4717  4.7332
Si  4.067  4.1306  4.7339
Si  9.5882  4.0686  4.7926
As  1.3973  6.8847  4.6995
Si  6.8219  6.9943  4.7221
Si  4.086  9.5566  4.8115
Si  9.5429  9.6607  4.7771
Si  2.7572  0.0405  6.1323
Si  8.2867  0.1449  6.1362
Si  0.0115  2.8095  6.3082
Si  5.5113  2.8321  6.0794
Si  2.7747  5.5723  6.1044
Si  8.2178  5.5951  5.9264
As  -0.0196  8.3906  6.4028
Si  5.5128  8.3084  6.2173
Si  4.4184  1.183  7.3381
Si  9.8154  1.1856  7.6438
Si  1.1713  4.5303  7.4648
Si  6.6257  4.5463  7.2529
Si  4.32  6.7345  7.5162
Si  9.651  6.6057  7.4984
Si  1.3075  10.0297  7.7972
Si  6.7119  9.9699  7.4188
O  9.5882  1.2488  23.9875
O  4.1113  6.8129  23.9533
O  4.0157  1.2518  24.0347
O  9.5433  6.7161  23.9031
O  -0.0011  5.6378  7.9166
O  5.5405  0.1044  7.9374
O  0.1197  0.1868  8.2098
O  5.5104  5.6221  7.8648
O  7.6023  3.9937  8.4423
O  8.7216  7.0036  8.8048
O  2.1801  9.5203  9.115
O  8.8773  1.6963  8.937
O  7.6207  9.4358  8.6953
O  3.5824  1.8356  8.5923
O  3.5454  7.2618  8.903
O  2.0618  4.0465  8.7849
O  8.1386  3.497  23.3683
O  0.4524  4.9486  22.9542
O  1.9089  2.7635  23.2524
O  5.8288  4.915  23.1217
O  5.5333  10.0111  23.4988
O  2.4464  8.6955  23.0265
O  0.1926  10.0783  23.0886
O  7.7909  8.5835  23.0806
Si  8.659  7.7024  18.4476
Si  8.789  6.3591  13.6405
Si  3.7886  1.5447  14.7345
Si  2.1378  5.7543  17.6352
Si  2.4173  3.1507  19.498
Si  9.8211  9.0279  12.0786
Si  1.3339  9.4279  22.083
Si  9.1736  0.9611  13.2011
Si  1.4169  5.0542  13.0414
Si  1.7949  8.248  12.8268
Si  6.659  9.5636  22.4293
Si  4.5259  4.6014  15.7186
Si  8.2007  3.0415  9.594
Si  0.841  8.2539  19.2682
Si  6.9568  1.3571  21.0958
Si  8.2258  8.2983  9.6891
Si  10.8897  5.2077  15.6177
Si  7.5676  9.5044  16.3283
Si  9.9362  2.0669  20.3077
Si  3.2181  8.5166  9.9344
Si  6.6961  3.3509  17.4181
Si  1.1687  0.2169  19.8103
Si  3.2228  2.8246  12.2963
Si  7.2185  5.3987  19.6926
Si  5.7529  8.6658  11.565
Si  5.7868  6.0724  13.2144
Si  4.6323  9.7104  17.6347
Si  1.0257  3.6115  22.1817
Si  4.8986  1.4894  18.809
Si  3.1786  3.1082  9.5095
Si  6.4496  10.8248  13.8003
Si  10.3481  0.1207  15.98
Si  5.6485  3.6658  11.1562
Si  9.8403  3.8983  11.9153
Si  2.3407  9.9253  15.5532
Si  6.077  8.1272  19.8081
Si  6.9352  3.978  22.3825
Si  9.7564  2.7823  17.376
O  7.1988  6.3796  13.9833
O  1.8824  7.0659  18.6835
O  10.2885  4.0446  16.5404
O  6.1653  9.9639  17.0655
O  10.1456  0.7019  14.4748
O  8.4465  6.1207  18.8653
O  5.168  0.6943  14.4345
O  5.7189  2.0577  17.5282
O  8.3506  1.9558  20.5565
O  1.9907  4.3058  18.4102
O  6.9533  2.8151  10.6417
O  4.8573  2.7083  12.2116
O  6.0293  4.3938  16.3543
O  4.5521  3.9341  9.9379
O  10.6945  2.7835  21.5648
O  9.7256  6.1645  14.9767
O  6.0084  6.4913  19.8473
O  4.0812  0.1761  18.2908
O  9.259  10.5476  12.2801
O  2.8519  4.3664  12.7187
O  1.9179  10.7086  21.2147
O  3.9953  2.7293  19.3889
O  0.7277  10.0448  15.9714
O  1.2746  9.8116  18.8415
O  1.714  1.6715  19.2794
O  8.9384  10.3958  16.5099
O  4.872  8.5868  18.8017
O  9.58  8.751  10.4839
O  6.7456  4.0911  18.8654
O  2.835  1.7259  13.4062
O  5.8324  8.7774  21.2719
O  2.5214  2.4793  10.8701
O  7.6181  4.8557  21.1803
O  5.2105  7.4798  12.5748
O  0.4401  9.0682  12.494
O  7.5819  1.0586  13.58
O  7.1061  9.6404  14.7569
O  8.9758  5.0251  12.7129
O  8.0919  8.0408  16.9191
O  6.2164  2.5782  21.9074
O  2.4547  9.0646  14.1203
O  0.4231  4.4893  11.8753
O  0.815  8.3242  20.9399
O  9.3849  3.8458  10.3584
O  9.6564  2.3813  12.5331
O  7.6215  8.5674  19.3993
O  2.5638  8.1415  11.3837
O  3.9739  3.061  15.3823
O  0.8303  4.4821  14.4509
O  10.0582  3.0045  18.9663
O  9.1535  7.7998  12.9462
O  10.5168  0.5453  20.0892
O  6.0239  5.0448  11.9446
O  8.1558  2.7489  17.0259
O  3.5367  5.4832  16.7383
O  4.6774  9.1146  10.3979
O  1.5182  6.6746  13.202
O  4.7605  5.4912  14.3554
O  2.0505  3.8632  20.9273
O  10.55  1.4162  16.9552
O  0.9508  6.0773  16.5584
O  7.3498  10.9556  21.9317
O  5.9349  0.9188  19.9229
O  6.0655  10.03  12.4174
O  2.8433  0.5481  15.6022
O  7.061  8.0117  10.8043
O  10.2443  8.022  18.695
O  3.4444  9.204  16.5872

Results
free energy: -145948.610 eV
free energy less fixed offsets of As -4856.12, O -568.88, Si -635.61 eV per atom: 1.110 eV

Forces (eV/angstrom), in the order of the atoms: element, x, y, z
Si  0.0092  0.0328  0.0027
Si  -0.012  0.0196  0.0267
Si  0.007  -0.016  0.0029
Si  0.0083  -0.017  0.0159
Si  -0.0239  -0.0047  0.0363
Si  -0.0264  0.0227  -0.0064
Si  0.0045  -0.0155  0.0441
Si  0.0095  -0.0363  0.0021
Si  0.0187  -0.006  0.0479
Si  0.0293  0.0009  -0.0286
Si  -0.0027  0.023  -0.0155
Si  0.0277  0.0097  0.0113
Si  0.0289  0.01  -0.0428
Si  0.0107  0.0148  0.0284
Si  -0.0027  -0.0028  0.0271
Si  0.0157  0.0137  -0.0069
Si  -0.05  -0.0283  0.0431
Si  -0.0811  -0.0336  0.0135
Si  0.0113  0.0084  0.0204
Si  0.021  -0.0009  -0.0081
Si  -0.0392  -0.0516  -0.0218
Si  -0.0301  -0.0224  -0.0162
Si  -0.0141  -0.0347  -0.0014
Si  0.0058  0.0164  0.005
Si  -0.0706  -0.0664  0.0486
Si  0.0232  0.042  0.0407
Si  -0.0905  0.0036  -0.0758
Si  -0.0114  0.0074  -0.0212
Si  0.0165  0.0621  0.0656
Si  -0.0687  0.0432  0.0786
Si  0.065  0.1181  -0.2043
Si  -0.0044  -0.0001  -0.0783
Si  0.0331  0.0933  0.0018
Si  0.007  0.0317  0.0142
Si  0.0176  -0.1058  0.0045
Si  0.0413  -0.0098  0.0193
Si  0.0451  0.0167  0.0027
Si  0.0335  0.0166  -0.0015
Si  0.0976  -0.0691  0.0383
Si  0.0267  -0.0886  -0.0421
Si  0.0563  -0.0603  -0.0982
Si  0.0449  -0.0302  0.0004
Si  0.0921  -0.0449  0.1222
Si  -0.1086  -0.0933  -0.0056
Si  0.0307  -0.2089  0.0657
Si  0.1228  -0.0194  -0.1341
Si  -0.086  -0.0462  0.0365
Si  -0.1823  -0.1574  0.2
Si  0.0405  0.0016  0.0075
Si  -0.0073  0.0388  -0.0887
Si  0.0714  -0.0188  -0.0736
Si  -0.0073  0.0983  0.1392
Si  -0.0089  -0.0547  -0.1755
Si  -0.0294  0.0548  -0.083
Si  0.0221  0.174  0.0154
Si  0.1021  0.0874  0.0622
Si  0.0024  -0.0518  0.0458
Si  0.0584  0.0485  0.04
Si  -0.374  0.1431  0.0477
Si  0.001  0.0254  0.0184
Si  -0.1184  0.3056  0.0113
Si  0.0303  -0.1712  0.0823
Si  0.0876  0.014  0.0554
Si  -0.1572  0.0171  0.0305
Si  -0.1604  -0.0669  -0.181
Si  0.0545  0.0338  -0.0779
Si  0.1837  0.1329  0.0126
Si  -0.0921  -0.0455  0.1182
Si  0.0395  -0.3792  -0.2445
Si  -0.0711  -0.0894  -0.0455
Si  0.3885  0.0089  -0.301
Si  0.0246  0.0141  -0.0226
Si  0.0677  0.0025  0.0606
Si  0.0428  0.0961  0.1122
Si  -0.0275  0.0257  0.3078
Si  0.003  0.0403  -0.0582
As  0.1827  -0.1665  0.1485
Si  0.0047  0.0431  -0.048
Si  -0.0332  0.0028  -0.0429
Si  0.079  -0.0715  0.5599
Si  -0.0631  -0.2091  0.1428
Si  0.1026  -0.0117  -0.2129
Si  -0.1129  0.0535  0.0285
Si  -0.0033  0.0176  -0.1606
Si  0.3784  -0.3582  -0.1492
Si  0.1682  -0.0332  0.0811
As  -0.6179  0.748  0.5033
Si  -0.075  0.0921  0.0223
Si  0.063  0.0382  -0.1041
Si  -0.0314  -0.0307  -0.0952
Si  0.0619  -0.023  -0.0801
Si  -0.1043  -0.0642  -0.1784
Si  -0.0491  -0.0329  -0.1533
Si  0.2772  0.0362  -0.2241
Si  -0.2718  0.1635  -0.4555
Si  -0.0137  -0.0415  -0.0468
O  -0.0121  -0.0083  -0.0084
O  0.0115  -0.0197  -0.0135
O  0.0049  0.003  -0.0053
O  0.0032  -0.0011  -0.0114
O  -0.0589  -0.124  0.248
O  0.0524  -0.0024  -0.0043
O  -0.0299  0.053  0.0553
O  -0.0165  0.0492  0.0718
O  0.0216  0.0076  0.0529
O  -0.0598  0.0552  0.0115
O  -0.0061  -0.1306  0.0048
O  0.0161  0.0157  -0.0277
O  -0.0698  -0.0248  0.0787
O  -0.0417  0.0444  0.0846
O  -0.0299  0.0678  0.112
O  -0.0177  0.0337  -0.0091
O  -0.0044  0.0085  -0.0216
O  0.0095  -0.0181  -0.03
O  -0.0076  -0.0073  -0.0134
O  0.0156  -0.0142  -0.0217
O  -0.0176  -0.0075  0.0095
O  -0.0145  0.0173  -0.0317
O  0.0154  -0.0218  -0.0234
O  -0.0108  0.0124  -0.0152
Si  0.0059  -0.008  0.0484
Si  0.0026  -0.017  0.0334
Si  -0.0017  0.0074  0.0363
Si  -0.0038  -0.0011  0.0588
Si  -0.0073  -0.0063  0.048
Si  -0.0396  0.0086  0.0275
Si  -0.0028  -0.0079  0.0634
Si  0.0027  0.0097  0.0198
Si  -0.0043  -0.0198  0.0281
Si  -0.0075  0.0024  0.0631
Si  0.0078  -0.0094  0.0403
Si  0.0023  0.0007  0.0523
Si  0.0002  -0.0077  -0.0641
Si  0.001  0.0086  0.0596
Si  -0.0011  0.0028  0.0466
Si  -0.0141  0.1551  -0.0569
Si  0.0058  -0.0041  0.0549
Si  -0.0008  -0.0119  0.052
Si  -0.0022  -0.0084  0.0525
Si  0.1487  -0.1189  0.0123
Si  -0.0015  -0.0075  0.0495
Si  0.0007  -0.007  0.0458
Si  0.0064  -0.007  0.0007
Si  0.0031  -0.0011  0.0518
Si  0.0035  0.0086  0.021
Si  -0.0032  -0.0111  0.0172
Si  0.0024  0.0021  0.0527
Si  -0.0026  0.0084  0.0564
Si  0.004  0.0011  0.0496
Si  0.0304  -0.0447  -0.0939
Si  0.0005  -0.0041  0.0302
Si  -0.0009  0.0068  0.0517
Si  0.0067  0.0032  -0.0204
Si  -0.009  -0.0062  0.007
Si  0.0079  0.0087  0.057
Si  0.0004  -0.0019  0.0482
Si  -0.0085  -0.0064  0.0535
Si  -0.006  -0.0001  0.055
O  -0.0005  0.0045  -0.0119
O  0.0075  -0.0189  -0.0267
O  0.0015  0.011  -0.0225
O  0.015  0.0011  -0.0282
O  -0.0042  0.0059  -0.0327
O  0.0047  0.0058  -0.0218
O  0.0086  -0.0032  -0.0125
O  0.0063  0.0072  -0.0247
O  0.0093  -0.0006  -0.0202
O  -0.0005  0.0142  -0.032
O  -0.0165  0.015  0.0256
O  -0.0024  -0.0006  0.0019
O  -0.0118  0.0085  -0.0277
O  -0.0041  0.0082  0.0138
O  -0.0117  -0.0129  -0.0276
O  -0.013  0.0118  -0.0229
O  0.0006  0.0006  -0.0184
O  0.0005  -0.0132  -0.0235
O  0.0113  -0.0123  -0.0167
O  -0.0028  0.0098  -0.0051
O  -0.0034  0.0103  -0.0283
O  0.0055  -0.0055  -0.0158
O  0.0055  -0.003  -0.0198
O  0.0007  -0.0056  -0.0235
O  0.0022  0.002  -0.0157
O  0.0064  0.0043  -0.0216
O  -0.0081  0.0103  -0.0325
O  -0.0125  -0.0137  0.0525
O  -0.0022  -0.0135  -0.0355
O  -0.0057  0.0007  -0.0187
O  -0.0052  -0.0122  -0.0365
O  -0.0095  0.0076  0.01
O  0.0021  0.0115  -0.0391
O  -0.0019  0.0127  -0.0053
O  0.0101  -0.0002  -0.0224
O  0.0027  0.0038  -0.009
O  -0.0033  0.0098  -0.0355
O  0.0012  0.0034  -0.0005
O  -0.006  0.0131  -0.0326
O  0.0032  -0.0137  -0.0274
O  -0.0025  -0.0161  -0.0487
O  0.0065  0.0084  -0.0062
O  -0.0047  -0.0077  -0.0452
O  0.0028  0.0144  0.0135
O  0.0009  0.0017  -0.0129
O  0.0084  -0.0013  -0.023
O  0.0031  0.0227  -0.038
O  -0.0051  -0.0101  -0.021
O  0.0064  0.0056  -0.0285
O  -0.0026  0.006  -0.0437
O  0.0088  0.0129  -0.0153
O  -0.0004  -0.0018  -0.0195
O  -0.0009  0.0135  0.0003
O  0.0043  -0.0039  -0.0189
O  0.0147  -0.0055  -0.0305
O  -0.0378  0.0154  0.0007
O  0.0077  0.02  -0.0148
O  0.0074  0.0127  -0.0275
O  0.0129  -0.0042  -0.0419
O  0.0046  -0.0141  -0.0279
O  -0.0137  -0.0027  -0.0294
O  0  0.0082  -0.0194
O  -0.0178  -0.0014  -0.0343
O  -0.0013  -0.0026  -0.0144
O  0.002  0.0081  -0.0223
O  0.0013  -0.0239  0.0131
O  -0.0101  -0.0037  -0.0203
O  -0.0171  -0.0017  -0.0338

The program warned: the cutoff lies below the one the program advises for these potential files; the exchange-correlation potential is rough where the density is thin.
